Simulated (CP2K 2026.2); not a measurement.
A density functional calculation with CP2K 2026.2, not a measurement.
Periodic cell of 517 atoms, Si360O157, from a study of silicon, its oxide and their interface. The atomic structure is a simulated model.
Doubt: the forces sum to 1.84 eV/angstrom along one axis rather than to zero, so they err by at least 0.0036 eV/angstrom per atom on average; the grid cutoff is modest.

Settings: functional PBE; method Gaussian and plane waves; basis set DZVP-MOLOPT-SR-GTH; pseudopotentials GTH-PBE; grid cutoff 350 Ry, relative cutoff 50 Ry; k points Gamma only; occupations fixed; spin none; net charge 0.

Cell vectors (angstrom)
a	16.32	0	0
b	0	16.32	0
c	-4.0853	7.8189	33.9562

Atoms and the computed forces on them: element, x, y, z (angstrom), force x, y, z (eV/angstrom)
Si	15.379	14.522	1.433	0.232	-0.18	0.521
Si	0.883	1.942	1.282	-0.039	0.023	-0.012
Si	15.418	3.662	1.329	0.233	-0.164	0.497
Si	1.777	6.603	1.248	-0.354	0.109	0.708
Si	14.232	10.039	1.275	-0.014	0.077	-0.015
Si	0.812	12.789	1.267	-0.006	-0.008	-0.01
Si	5.526	16.317	2.838	0.01	-0.001	-0.025
Si	7.092	1.07	1.431	-0.052	0.168	0.764
Si	3.979	4.371	1.389	0.046	-0.179	0.772
Si	7.452	6.326	1.616	0.089	-0.26	0.544
Si	4.125	9.371	1.558	0.001	0.143	0.645
Si	6.47	12.492	1.391	0.206	-0.199	0.688
Si	9.25	15.124	1.43	0.23	-0.032	0.722
Si	12.21	1.515	1.157	-0.028	-0.097	0.795
Si	9.107	4.55	1.598	0.015	-0.003	-0.055
Si	11.7	7.201	1.859	0.045	0.003	0
Si	10.924	10.767	2.897	-0.016	0.016	-0.085
Si	12.556	11.792	1.589	0.356	-0.196	0.496
Si	0.02	16.384	2.568	-0.002	0.022	0
Si	2.686	2.792	2.601	0.047	-0.02	-0.058
Si	0.084	5.458	2.521	0.018	0.009	-0.045
Si	2.706	8.087	2.816	-0.022	-0.041	-0.047
Si	-0.174	10.961	2.475	0.017	-0.065	-0.01
Si	2.602	13.611	2.661	0.049	-0.03	-0.021
Si	4.336	14.778	1.582	-0.125	-0.061	0.67
Si	8.163	2.729	2.751	-0.004	-0.056	0
Si	5.547	5.453	2.754	0.011	0.052	-0.036
Si	8.25	8.032	3.012	-0.031	-0.003	-0.07
Si	5.409	10.897	2.764	0.023	0.03	-0.05
Si	8.094	13.575	2.74	-0.004	-0.006	-0.063
Si	10.912	16.371	2.565	-0.006	0.001	-0.056
Si	13.655	2.709	2.605	-0.034	0.031	-0.025
Si	10.761	5.44	3.011	-0.07	-0.022	0.028
Si	13.54	8.285	2.753	0.013	0	-0.054
Si	10.028	8.89	1.802	0.179	-0.024	0.648
Si	13.661	13.537	2.746	-0.022	0.009	-0.053
Si	14.935	1.316	4.012	-0.002	-0.005	-0.029
Si	1.381	4.14	4.033	0.012	0.011	-0.004
Si	15	6.824	3.912	0.014	-0.055	-0.035
Si	1.24	9.563	3.916	-0.011	0.057	-0.031
Si	14.987	12.216	4.134	0.01	-0.066	-0.033
Si	1.375	15.066	4.03	-0.009	-0.001	-0.028
Si	4.04	1.397	4.006	0.016	0.028	0.019
Si	6.759	4.007	4.156	0.025	-0.008	-0.031
Si	4.157	6.796	4.134	-0.017	-0.006	0.026
Si	6.806	9.53	4.11	-0.053	0.018	0.026
Si	3.967	12.234	4.061	0.028	-0.001	0.012
Si	6.82	14.926	4.191	0.002	-0.018	0.042
Si	9.595	1.372	4.047	-0.017	-0.02	-0.002
Si	12.3	4.039	4.053	0.027	-0.034	0.001
Si	9.501	6.737	4.466	0.073	0	-0.023
Si	12.277	9.511	4.311	0.022	-0.068	-0.038
Si	9.494	12.214	4.066	-0.005	0.043	0.022
Si	12.24	14.976	3.966	-0.013	0.02	0.01
Si	13.586	16.296	5.397	-0.01	0.011	-0.003
Si	-0.004	2.726	5.353	-0.001	0.025	-0.048
Si	13.65	5.465	5.351	-0.015	0.027	0.014
Si	-0.024	8.178	5.351	0.024	-0.008	0.011
Si	13.645	10.909	5.555	-0.014	0.026	0.017
Si	0.027	13.653	5.399	-0.012	0.003	-0.007
Si	2.729	16.361	5.419	0.013	0.007	0.026
Si	5.371	2.691	5.467	-0.017	-0.024	0.007
Si	2.749	5.436	5.444	-0.003	0.022	-0.002
Si	5.451	8.186	5.491	-0.003	-0.004	-0.006
Si	2.624	10.854	5.383	0.022	0.004	0
Si	5.369	13.579	5.449	0	0	-0.017
Si	8.218	16.331	5.446	0.002	-0.004	-0.021
Si	10.934	2.701	5.446	-0.011	0.002	-0.018
Si	8.077	5.34	5.611	-0.013	0.003	-0.011
Si	10.913	8.154	5.644	0.01	0.008	0.041
Si	8.158	10.884	5.47	0.001	-0.033	-0.003
Si	10.881	13.618	5.373	0.006	-0.008	-0.019
Si	14.952	14.961	6.771	-0.006	0.003	0.018
Si	1.343	17.707	6.761	0.004	0.001	0.022
Si	14.977	4.088	6.741	0.009	0.015	-0.017
Si	1.361	6.83	6.744	-0.011	0.008	-0.013
Si	14.994	9.494	6.824	0.002	-0.012	0.012
Si	1.351	12.263	6.772	-0.015	-0.014	0
Si	4.06	14.979	6.796	-0.005	-0.007	0.005
Si	6.795	17.661	6.786	0.011	0.007	-0.001
Si	4.054	4.07	6.835	-0.004	0.007	0.019
Si	6.758	6.798	6.88	-0.006	-0.007	0.01
Si	4.027	9.532	6.78	-0.001	0.004	-0.002
Si	6.762	12.233	6.802	-0.001	0.007	-0.004
Si	9.55	14.955	6.798	0	0.005	-0.002
Si	12.264	17.652	6.802	-0.004	0.007	-0.003
Si	9.543	4.014	6.85	0.019	-0.02	0.003
Si	12.317	6.753	6.848	0.004	-0.017	0.008
Si	9.506	9.553	6.877	0.016	-0.004	0.007
Si	12.228	12.29	6.805	-0.008	0.009	0.019
Si	-0.009	16.332	8.125	0.007	-0.007	-0.002
Si	2.691	2.711	8.17	0.006	0.007	0.01
Si	0.012	5.448	8.117	0.002	-0.003	-0.014
Si	2.702	8.161	8.153	0.002	-0.001	0
Si	0.018	10.888	8.154	-0.013	0.005	0.001
Si	2.71	13.605	8.147	0.011	0.02	0.003
Si	5.443	16.308	8.157	-0.006	0.004	-0.001
Si	8.154	2.677	8.181	-0.002	0.004	-0.006
Si	5.399	5.434	8.207	-0.002	0.009	0.016
Si	8.15	8.163	8.202	0.018	-0.015	0.01
Si	5.407	10.873	8.158	-0.01	0.006	-0.003
Si	8.152	13.599	8.145	0.004	0.006	-0.008
Si	10.898	16.306	8.174	0.006	-0.007	0.003
Si	13.623	2.726	8.132	-0.012	0	-0.004
Si	10.908	5.407	8.174	0	0.014	0.014
Si	13.64	8.146	8.193	-0.014	-0.008	0.018
Si	10.881	10.924	8.187	-0.003	-0.01	0.011
Si	13.599	13.623	8.164	0.001	-0.001	0.004
Si	-1.361	17.655	14.908	-0.001	-0.001	-0.011
Si	1.38	4.1	14.942	0.009	0.002	-0.004
Si	-1.339	6.83	14.96	-0.016	-0.007	0.004
Si	1.38	9.543	14.98	0.006	-0.005	0.001
Si	-1.35	12.222	14.978	0.001	-0.009	-0.005
Si	1.365	14.922	14.984	0	-0.001	-0.008
Si	4.08	17.653	14.977	-0.014	0.013	0.004
Si	6.814	4.08	14.958	-0.011	0.012	0.003
Si	4.105	6.821	14.951	-0.003	0	-0.007
Si	6.782	9.513	14.967	0.002	0.009	0
Si	4.045	12.234	15.008	0.004	-0.008	0
Si	6.753	14.96	14.972	0.009	-0.009	-0.002
Si	9.487	17.691	14.942	0.017	-0.012	0.001
Si	12.227	4.097	14.934	0.006	0.003	0.002
Si	9.536	6.806	14.969	0.005	0.001	0.005
Si	12.268	9.524	14.974	0.004	-0.008	-0.006
Si	9.494	12.215	14.936	-0.01	0.001	-0.012
Si	12.228	14.936	14.933	-0.015	0.009	-0.012
Si	13.6	16.296	16.263	-0.01	0.007	-0.006
Si	0.008	19.021	16.232	0.001	-0.021	-0.018
Si	13.6	5.463	16.275	-0.007	0.005	0.001
Si	0.057	8.162	16.332	0.015	-0.019	0.001
Si	13.615	10.884	16.366	-0.033	0.007	0.013
Si	0.018	13.549	16.361	0.015	0.007	-0.001
Si	2.738	16.261	16.345	0.021	-0.011	0.006
Si	5.457	19.027	16.31	0.032	-0.039	0.016
Si	2.733	5.488	16.299	-0.018	0.002	-0.009
Si	5.433	8.17	16.355	0.007	-0.006	-0.008
Si	2.696	10.885	16.412	0.002	0.003	0.018
Si	5.404	13.598	16.357	0.005	0.036	-0.001
Si	8.095	16.358	16.303	-0.024	0.039	0.014
Si	10.848	19.064	16.281	-0.025	0.005	0.002
Si	8.16	5.457	16.328	0.016	-0.015	0.005
Si	10.916	8.164	16.33	0.001	-0.013	0.007
Si	8.134	10.875	16.316	0.01	0.002	-0.025
Si	10.868	13.556	16.271	-0.001	-0.001	-0.01
Si	-1.42	14.889	17.634	-0.04	-0.002	-0.018
Si	1.318	17.633	17.593	0.001	0.002	-0.002
Si	-1.303	4.109	17.554	0.011	0	-0.034
Si	1.422	6.831	17.737	0.008	0.023	0.006
Si	-1.274	9.531	17.683	0.004	0.009	0.01
Si	1.382	12.266	17.833	0.01	0.01	0.014
Si	4.101	14.952	17.797	-0.016	0	-0.021
Si	6.758	17.687	17.766	0.013	0.001	-0.003
Si	4.109	4.118	17.593	0.001	0.007	0.017
Si	6.85	6.86	17.701	0.029	0.005	0.016
Si	4.032	9.47	17.752	-0.032	0.011	-0.009
Si	6.728	12.185	17.683	0.002	-0.008	0
Si	9.47	14.939	17.534	0.005	-0.009	-0.027
Si	12.261	17.713	17.564	-0.017	0.001	-0.008
Si	9.472	20.374	17.694	0.022	0.003	0.006
Si	12.254	6.774	17.697	-0.005	0.009	0.028
Si	9.558	9.566	17.648	0.029	0.011	-0.028
Si	12.198	12.235	17.71	0.009	0.016	-0.029
Si	-0.07	16.254	18.928	0.09	-0.031	0.086
Si	2.722	19.027	18.832	-0.014	-0.026	0.016
Si	0.073	5.375	18.974	-0.006	-0.05	-0.027
Si	2.716	8.165	19.242	0.01	0.01	0.004
Si	0.021	10.857	19.169	0.017	0.003	0.01
Si	2.784	13.61	19.241	-0.034	-0.012	0.034
Si	5.422	16.337	19.202	-0.033	-0.019	-0.015
Si	8.102	19.068	19.141	-0.015	0.042	-0.009
Si	5.457	5.476	18.979	0.004	-0.011	0.014
Si	8.268	8.239	19.043	0.009	-0.009	0.006
Si	5.385	10.81	19.097	0.012	0.009	0.045
Si	8.11	13.609	18.904	-0.012	0.023	0.019
Si	10.838	16.329	18.795	-0.018	0.062	0.009
Si	13.644	19.117	18.871	-0.026	0.021	0.026
Si	10.838	5.399	19.041	0.035	0.006	-0.014
Si	13.734	8.108	18.981	-0.005	-0.021	-0.023
Si	10.855	10.879	19.102	-0.003	0.003	-0.009
Si	13.52	13.613	19.069	-0.002	-0.004	-0.026
Si	-1.391	17.704	20.206	-0.073	-0.041	-0.004
Si	1.457	20.324	20.285	-0.027	0.019	0.082
Si	-1.258	6.682	20.343	-0.022	0.028	0.05
Si	1.342	9.555	20.67	0.004	-0.034	0.063
Si	-1.549	12.107	20.395	-0.037	0.01	0.043
Si	1.391	15.142	20.425	0.285	0.275	-0.446
Si	3.971	17.821	20.376	0.029	-0.016	0.025
Si	6.725	20.501	20.479	0.041	-0.038	0.047
Si	4.177	6.743	20.496	0.021	0.011	0.049
Si	6.869	9.544	20.431	-0.001	0.02	0.011
Si	4.125	12.13	20.627	-0.021	0.021	0.02
Si	6.847	14.886	20.438	0.003	0.026	0.035
Si	9.535	17.592	20.267	0.006	-0.026	-0.02
Si	12.265	20.353	20.318	0.015	0.032	-0.013
Si	9.512	6.78	20.426	0.047	0.009	0.042
Si	12.288	9.377	20.286	-0.009	0.022	0.02
Si	9.438	12.354	20.362	0.087	-0.014	0.058
Si	12.132	15.095	20.292	0.022	-0.051	0.067
Si	13.022	16.97	21.401	-0.066	0.057	-0.558
Si	12.548	13.932	28.506	0.23	0.419	0.245
Si	13.504	5.516	21.658	0.093	-0.154	-0.616
Si	-1.203	9.441	23.901	-0.125	-0.006	-0.076
Si	13.308	10.85	21.757	0.173	-0.144	-0.669
Si	-0.683	13.444	22.031	-0.155	-0.358	-0.527
Si	4.302	12.632	26.824	0.008	-0.028	-0.018
Si	4.894	19.574	21.658	-0.02	0.009	-0.016
Si	3.163	21.248	21.666	-0.015	-0.032	0.024
Si	4.764	9.073	24.103	-0.039	-0.024	-0.101
Si	2.843	10.747	22.158	-0.091	0.094	-0.816
Si	5.962	13.111	21.745	0.146	-0.151	-0.586
Si	8.636	15.868	21.61	-0.018	0.03	0.054
Si	11.283	18.572	21.465	-0.09	0.037	0.09
Si	7.709	5.948	21.715	-0.032	-0.015	0.059
Si	11.304	7.762	21.614	-0.214	-0.035	-0.612
Si	7.708	11.412	21.672	-0.03	-0.027	0.025
Si	10.344	14.217	21.536	-0.163	0.096	-0.563
Si	-2.048	15.561	23.56	-0.031	-0.026	-0.036
Si	0.345	18.627	21.488	0.306	-0.127	-0.476
Si	-0.81	20.416	23.684	-0.064	-0.033	-0.151
Si	11.74	7.064	28.917	-0.093	0.065	-0.021
Si	0.279	16.005	25.318	0	0.108	-0.05
Si	0.754	11.69	24.101	0.081	0.146	-0.074
Si	2.144	17.002	21.632	-0.027	0.048	-0.016
Si	5.323	18.445	23.63	-0.086	0.365	-0.6
Si	1.841	5.839	23.383	0.432	-0.378	-0.462
Si	6.035	7.71	21.684	0.089	-0.204	-0.597
Si	0.131	7.869	21.824	-0.054	0.201	-0.726
Si	4.713	14.178	24.47	0.106	0.039	-0.056
Si	10.288	19.116	23.505	0.317	-0.25	-0.594
Si	11.386	19.62	26.26	-0.11	-0.058	-0.03
Si	8.571	10.928	23.795	-0.228	0.189	-0.667
Si	10.997	9.321	27	-0.001	0.072	0.02
Si	11.762	9.41	30.656	-0.092	0.036	-0.015
Si	11.318	12.42	23.554	-0.011	0.176	-0.07
Si	-0.901	17.549	27.751	-0.041	-0.062	0.103
Si	-2.556	20.55	32.935	-0.245	-0.067	0.584
Si	9.77	13.137	29.805	0.034	0.006	0.066
Si	-3.612	15.27	32.488	0.039	-0.008	0.032
Si	-2.714	9.416	32.938	-0.015	0.214	0.634
Si	10.513	17.586	32.869	-0.342	-0.041	0.608
Si	2.789	14.49	28.734	-0.09	-0.06	-0.126
Si	6.628	9.255	28.374	-0.041	0.135	0.058
Si	10.556	13.125	32.735	0	-0.019	0.111
Si	8.51	20.781	26.485	0.017	-0.099	-0.053
Si	6.491	19.304	31.223	-0.04	0.02	0.024
Si	3.775	10.472	28.857	0.114	0.095	0
Si	-3.21	10.954	28.334	-0.188	-0.077	-0.075
Si	4.616	21.057	27.942	-0.119	0.112	-0.152
Si	4.223	11.876	31.703	0.027	-0.099	-0.056
Si	4.86	14.769	30.79	0.206	0.024	0.029
Si	7.176	22.488	28.726	0.043	-0.057	-0.042
Si	9.363	23.445	33.244	0.012	0.036	0.153
Si	-1.989	20.163	26.579	-0.044	-0.053	-0.102
Si	8.654	17.718	30.341	0.115	-0.063	0.071
Si	11.318	18.21	28.98	0.036	0.088	0.011
Si	11.35	20.161	31.345	0.015	-0.1	-0.078
Si	3.655	19.277	29.918	-0.044	0.025	0.106
Si	-0.431	10.416	31.143	-0.054	0.065	0.021
Si	6.319	11.655	33.735	-0.374	0.241	0.529
Si	6.798	15.911	26.177	0.133	0.026	-0.04
Si	9.214	10.261	29.163	0.072	-0.005	0.064
Si	6.491	10.991	25.877	-0.045	0	-0.007
Si	7.42	15.165	29.158	0.039	0.09	-0.12
Si	9.952	8.427	24.201	-0.061	-0.134	-0.055
Si	9.484	22.453	30.572	0.107	-0.008	-0.015
Si	-0.142	7.569	30.234	-0.024	0.067	0.041
Si	7.999	16.917	23.617	0.25	-0.437	-0.527
Si	13.157	13.665	25.631	0.007	0.067	-0.059
Si	0.294	15.721	31.26	-0.139	-0.034	0.013
Si	1.741	10.744	33.184	0.013	0.027	0.171
Si	8.827	5.526	23.748	-0.448	0.166	-0.616
Si	6.228	18.923	26.386	0.095	0.002	-0.056
Si	3.378	6.904	25.96	0.063	-0.084	-0.155
Si	2.864	16.592	23.815	-0.278	0.127	-0.601
Si	-0.216	13.14	26.418	-0.013	0.057	-0.024
Si	2.064	15.83	33.531	0.052	0.112	0.049
Si	-1.938	22.589	28.299	0.037	-0.027	-0.088
Si	6.113	16.631	32.751	0.08	-0.138	0.209
Si	6.965	21.332	33.406	0.03	-0.151	0.154
Si	-1.206	9.06	26.986	0.042	-0.047	-0.049
Si	2.282	18.792	32.693	-0.017	-0.109	0.12
Si	0.233	13.155	29.553	0.091	0.019	0.125
Si	-0.943	23.212	32.881	-0.04	0.002	0.099
Si	-2.925	15.854	29.508	-0.117	-0.36	-0.238
Si	1.749	17.131	28.936	-0.028	0.004	-0.119
Si	1.601	8.461	28.088	-0.03	0.052	-0.043
Si	7.95	14.34	33.659	-0.166	0.105	0.632
Si	-0.727	18.175	32.802	0.082	-0.136	-0.043
Si	14.968	17.686	9.51	0.004	0.009	-0.003
Si	1.348	4.09	9.518	0.003	0.014	0.004
Si	14.993	6.783	9.531	0.008	0.012	0.005
Si	1.368	9.53	9.522	0.017	0.008	-0.004
Si	14.956	12.237	9.504	-0.021	-0.008	-0.011
Si	1.344	14.966	9.497	-0.011	-0.008	-0.006
Si	4.073	17.67	9.51	0.007	0.001	-0.003
Si	6.798	4.069	9.523	0.017	0.006	-0.008
Si	4.048	6.807	9.544	-0.009	-0.017	0.012
Si	6.775	9.523	9.536	-0.017	-0.018	-0.006
Si	4.068	12.249	9.516	0.006	0.008	0.007
Si	6.796	14.95	9.519	-0.001	0.01	0.011
Si	9.517	17.649	9.533	-0.022	-0.013	0.006
Si	12.261	4.055	9.528	-0.012	-0.007	0.001
Si	9.539	6.791	9.516	0.01	0.004	0.001
Si	12.249	9.526	9.513	-0.005	0.002	-0.004
Si	9.503	12.256	9.541	0.016	0.002	-0.005
Si	12.249	14.962	9.545	0.006	0.008	0.004
Si	13.611	16.327	10.887	-0.014	0.001	0.006
Si	0	2.72	10.884	-0.007	0.001	-0.006
Si	13.613	5.434	10.881	0	-0.005	-0.001
Si	0.018	8.162	10.882	-0.002	-0.004	0.005
Si	13.605	10.882	10.876	0.007	0	-0.001
Si	-0.003	13.596	10.862	0	0.001	-0.006
Si	2.713	16.309	10.869	0.008	0.001	-0.003
Si	5.432	2.711	10.874	-0.006	0.001	-0.005
Si	2.703	5.44	10.899	-0.006	0.009	0.016
Si	5.427	8.161	10.896	0.003	0.006	0.009
Si	2.721	10.886	10.883	-0.002	-0.011	0
Si	5.431	13.595	10.88	0.009	-0.008	-0.002
Si	8.149	16.304	10.89	0.021	-0.006	0
Si	10.881	2.705	10.875	0.007	0.005	-0.005
Si	8.164	5.438	10.868	0.002	0.002	0.001
Si	10.888	8.164	10.873	-0.006	-0.008	-0.001
Si	8.143	10.884	10.895	-0.004	0.007	0.005
Si	10.876	13.602	10.899	-0.005	0.018	0.011
Si	-1.349	14.949	12.234	0.005	-0.004	-0.009
Si	1.371	17.676	12.24	-0.006	0.001	-0.001
Si	-1.359	4.078	12.248	-0.007	-0.001	0.004
Si	1.366	6.815	12.261	0.003	0.007	0.002
Si	-1.349	9.524	12.229	-0.01	-0.004	-0.009
Si	1.348	12.236	12.236	0.005	0.003	-0.009
Si	4.06	14.945	12.238	0.002	0.003	-0.006
Si	6.786	17.673	12.238	0.004	0	-0.005
Si	4.083	4.073	12.24	0.011	0.002	-0.002
Si	6.804	6.793	12.237	0.013	-0.004	0.004
Si	4.08	9.537	12.249	-0.002	0.007	-0.005
Si	6.78	12.242	12.257	-0.018	0.014	0.008
Si	9.504	14.953	12.253	-0.008	0.002	0.004
Si	12.229	17.67	12.242	-0.004	0.003	0.002
Si	9.526	4.084	12.222	0.001	-0.002	-0.003
Si	12.256	6.812	12.233	-0.003	0.007	-0.001
Si	9.515	9.51	12.239	0.016	-0.012	-0.002
Si	12.243	12.229	12.246	-0.005	-0.012	-0.007
Si	0.023	16.293	13.594	0.009	0.01	-0.006
Si	2.735	19.032	13.608	0.003	0.001	-0.005
Si	0	5.449	13.601	-0.012	-0.001	0
Si	2.734	8.183	13.613	0.014	0.016	0
Si	0.002	10.872	13.605	-0.011	-0.013	-0.012
Si	2.708	13.576	13.606	-0.014	-0.01	-0.006
Si	5.417	16.308	13.59	-0.005	-0.01	-0.004
Si	8.155	19.051	13.573	0.019	0.008	0.003
Si	5.446	5.435	13.598	-0.008	-0.009	0.002
Si	8.155	8.154	13.609	-0.016	-0.009	0.01
Si	5.421	10.891	13.631	0.011	-0.001	0.005
Si	8.135	13.606	13.613	0.025	0.003	0.003
Si	10.86	16.315	13.603	-0.013	-0.008	0
Si	13.586	19.036	13.59	-0.02	-0.012	-0.004
Si	10.88	5.457	13.578	0.016	0.01	-0.008
Si	13.619	8.176	13.595	0.018	0.013	-0.014
Si	10.881	10.86	13.602	-0.014	0.002	0.008
Si	13.615	13.587	13.599	0.006	0.009	0.005
O	5.373	13.646	0.989	-0.008	0.157	-0.215
O	0.624	14.262	21.578	0.372	-0.147	0.115
O	13.429	16.793	22.986	-0.096	0.236	0.5
O	-2.858	15.017	24.824	-0.284	0.362	0.246
O	-0.301	19.076	22.936	-0.012	-0.49	0.235
O	0.185	23.487	31.757	0.488	-0.281	0.038
O	12.396	6.639	22.142	-0.238	-0.098	0.529
O	0.228	10.186	23.88	0.397	-0.404	-0.163
O	-2.331	10.301	23.136	-0.174	0.079	0.321
O	12.117	11.839	22.276	-0.23	0.167	-0.5
O	-1.932	14.428	22.402	-0.429	-0.088	-0.115
O	2.15	11.746	23.278	-0.006	0.25	0.004
O	5.803	8.186	23.242	0.135	-0.329	0.478
O	0.566	18.004	28.262	0.318	0.352	0.03
O	9.93	20.703	23.369	0.432	0.085	-0.424
O	9.587	6.865	24.283	-0.014	-0.038	0.201
O	3.911	13.027	25.302	-0.257	-0.063	-0.273
O	6.562	18.09	32.282	0.268	0.072	0.186
O	11.278	2.576	0.331	-0.263	-0.15	-0.072
O	0.718	12.008	25.697	0.41	-0.179	0.468
O	5.478	11.139	32.432	-0.025	-0.689	-0.299
O	12.152	9.591	32.209	-0.485	0.174	0.183
O	10.892	8.65	22.914	0.331	0.643	0.066
O	5.165	8.348	0.815	0.119	-0.296	0.374
O	2.903	5.484	0.832	-0.064	-0.219	-0.215
O	8.608	9.308	24.013	-0.695	-0.347	0.088
O	-2.683	15.212	33.818	0.073	0.289	-0.16
O	9.543	14.235	33.347	0.213	0.315	0.287
O	11.656	16.472	32.654	-0.005	-0.029	0.153
O	5.874	12.223	26.741	0.439	0.124	0.278
O	11.109	19.049	32.494	0.391	0.256	0.544
O	11.93	10.627	27.256	0.036	0.177	-0.457
O	9.326	17.328	31.776	-0.14	-0.151	-0.045
O	2.893	19.381	31.332	-0.224	0.205	-0.063
O	0.952	10.132	31.927	0.129	-0.2	-0.291
O	7.731	19.391	26.773	0.334	-0.282	0.136
O	7.258	6.977	0.111	0.307	-0.047	-0.579
O	12.222	16.96	29.401	-0.252	-0.089	-0.095
O	1.43	7.186	22.557	0.492	0.149	0.069
O	9.794	14.218	0.183	-0.322	-0.001	-0.426
O	6.07	14.521	29.756	-0.056	-0.484	-0.096
O	8.079	22.479	33.283	-0.197	-0.103	-0.106
O	3.785	15.712	0.363	0	0.627	-0.27
O	7.298	12.886	33.288	0.157	-0.151	-0.48
O	8.106	21.874	27.574	0.159	0.374	0.033
O	5.029	16.044	31.738	-0.591	0.437	0.012
O	4.781	3.786	0.103	-0.129	-0.106	-0.374
O	5.917	19.323	24.846	0.307	0.624	0.154
O	2.464	7.631	27.042	-0.2	0.01	0.089
O	12.299	12.592	24.804	0.296	-0.393	0.09
O	-0.272	13.099	28.023	-0.347	-0.218	-0.056
O	3.182	10.104	0.437	-0.514	0.442	-0.008
O	10.667	22.771	33.923	0.275	-0.043	-0.233
O	3.898	13.902	27.73	0.176	0.192	0.072
O	1.987	15.753	28.081	-0.313	-0.177	-0.298
O	10.302	22.742	29.213	-0.226	-0.176	-0.455
O	-0.537	15.978	23.922	0.404	0.099	-0.215
O	4.208	22.093	26.768	0.109	-0.061	-0.178
O	6.118	17.328	26.582	-0.262	0.042	0.199
O	2.647	17.229	32.955	0.593	-0.084	-0.267
O	0.437	14.52	25.907	0.561	0.022	-0.071
O	-1.608	9.165	25.424	-0.437	-0.036	0.003
O	3.61	15.153	23.82	-0.274	-0.163	-0.309
O	1.224	15.046	32.394	-0.086	-0.686	0.086
O	5.434	10.361	24.813	-0.166	0.468	-0.363
O	3.925	11.331	30.215	-0.037	0.02	-0.03
O	-0.659	9.122	30.177	-0.239	0.147	-0.4
O	3.456	20.606	28.989	-0.351	0.334	0.039
O	10.212	9.755	30.335	-0.248	0.056	0.24
O	-0.29	12.716	23.423	-0.002	-0.045	0.431
O	-1.659	10.457	32.22	-0.054	0.563	0.052
O	-1.953	19.132	32.375	-0.169	-0.247	-0.404
O	5.231	19.109	30.241	0.013	-0.104	-0.508
O	-3.707	21.012	31.878	0.021	0.594	-0.27
O	10.787	11.911	33.777	0.04	-0.141	-0.193
O	-1.344	21.38	27.423	0.503	-0.169	-0.014
O	-0.728	16.759	32.003	-0.187	-0.196	-0.058
O	9.939	12.623	31.332	-0.379	-0.3	-0.062
O	7.319	15.541	32.761	0.211	0.062	-0.363
O	-2.815	15.486	31.097	0.501	-0.117	-0.107
O	-1.854	10.303	27.777	0.321	0.256	-0.068
O	1.723	16.643	24.98	0.155	0.142	0.309
O	1.214	16.698	30.384	-0.068	0.114	0.321
O	2.922	11.701	32.645	0.007	0.292	0.269
O	7.586	16.616	29.846	-0.381	0.2	0.095
O	-2.08	21.105	22.933	-0.152	-0.283	0.075
O	7.876	19.145	30.393	0.38	0.563	-0.318
O	11.495	18.508	27.416	0.079	-0.454	-0.115
O	8.899	18.276	23.723	-0.28	0.261	0.019
O	-1.206	20.005	25.184	0.138	-0.297	0.211
O	2.452	9.568	28.891	-0.12	-0.03	0.29
O	7.665	9.899	29.452	-0.091	0.293	0.574
O	1.841	13.323	29.355	0.126	-0.526	0.349
O	9.367	11.847	28.938	-0.346	0.164	-0.316
O	6.93	9.835	26.899	0.483	-0.142	-0.086
O	10.756	13.869	23.1	-0.241	0.506	0.382
O	-0.652	16.82	26.341	-0.213	0.084	-0.23
O	5.672	14.97	25.503	0.047	-0.096	0.169
O	6.44	17.3	23.282	-0.125	-0.305	-0.406
O	11.962	13.842	32.429	0.454	-0.356	-0.199
O	8.644	14.257	29.649	0.108	0.033	0.094
O	10.029	21.076	31.22	-0.479	-0.31	0.367
O	-0.25	11.813	30.326	-0.114	0.123	-0.308
O	9.68	7.315	31.67	0.392	0.324	-0.249
O	10.112	20.581	26.526	0.143	0.318	0.231
O	13.083	0.684	0.047	0.339	0.213	-0.161
O	10.095	11.46	23.945	0.306	-0.135	0.188
O	6.848	7.68	28.338	0.119	0.001	-0.136
O	11.136	13.791	29.274	-0.063	0.365	0.262
O	12.83	22.251	28.606	-0.228	-0.715	0.034
O	0.443	21.425	23.718	0.021	0.175	0.043
O	7.737	11.567	25.034	0.049	0.335	0.311
O	12.316	14.151	26.916	-0.399	0.442	-0.194
O	0.383	9.125	27.253	0.113	0.41	-0.261
O	-0.295	14.477	30.372	-0.356	0.016	0.165
O	10.768	8.99	25.46	0.548	0.334	-0.007
O	11.743	12.291	0.25	-0.08	-0.118	-0.231
O	-1.391	21.67	32.845	0.105	-0.071	0.072
O	2.878	19.654	33.934	0.566	-0.164	0.019
O	5.619	13.528	23.303	0.06	-0.116	0.252
O	0.676	18.945	32.588	-0.15	0.563	-0.074
O	-1.234	22.811	29.729	-0.114	-0.251	0.295
O	9.597	9.545	27.763	-0.661	-0.335	-0.3
O	-1.755	12.958	25.969	-0.185	-0.592	0.1
O	-0.961	8.104	23.035	-0.509	-0.386	-0.054
O	-1.838	18.826	27.48	-0.496	-0.004	0.452
O	7.934	22.378	30.146	-0.295	0.102	0.309
O	-1.778	7.644	27.48	-0.179	-0.071	-0.005
O	11.205	18.895	24.826	0.428	-0.441	0.03
O	8.177	16.262	0.913	-0.025	0.155	-0.294
O	6.437	20.712	32.012	-0.333	0.379	-0.438
O	3.954	17.747	24.17	-0.059	0.04	0.573
O	12.77	20.449	26.267	-0.087	0.497	-0.142
O	5.099	9.56	28.762	0.01	-0.284	0.272
O	8.01	21.305	25.034	-0.346	0.187	0.1
O	4.611	13.435	31.645	-0.054	-0.085	0.564
O	2.525	6.176	24.803	0.15	-0.159	0.138
O	11.706	8.03	27.638	0.384	-0.186	-0.264
O	9.544	9.036	0.245	-0.262	0.278	-0.155
O	3.082	18.014	29.082	0.282	-0.222	-0.219
O	12.157	7.903	30.229	0.609	-0.413	0.286
O	5.789	21.696	28.841	-0.035	-0.111	0.784
O	3.659	9.629	23.042	0.073	-0.254	-0.098
O	4.237	8.078	25.259	0.224	0.092	0.284
O	3.58	11.364	27.511	-0.488	-0.396	-0.355
O	3.546	15.15	29.972	-0.373	0.333	0.098
O	11.68	19.486	29.91	0.467	0.177	-0.197
O	7.978	16.165	25.073	0.327	-0.347	0.197
O	-1.593	16.559	28.849	0.123	-0.025	0.243
O	9.78	17.812	29.206	-0.329	-0.191	-0.409
O	-2.977	12.523	28.607	0.429	0.09	0.165
O	1.101	7.434	29.227	0.219	-0.591	-0.039
O	12.704	10.381	29.78	0.378	0.142	0.321
O	-2.196	7.892	32.67	-0.391	-0.383	-0.07
O	6.434	1.713	0.093	0.134	-0.059	-0.478
O	7.369	15.247	27.539	0.327	-0.192	-0.194
O	5.137	19.68	27.281	-0.296	-0.143	-0.049

Results
total energy: -107353.884 eV
total energy less fixed offsets of O -438.35, Si -107.03 eV per atom: -2.134 eV
